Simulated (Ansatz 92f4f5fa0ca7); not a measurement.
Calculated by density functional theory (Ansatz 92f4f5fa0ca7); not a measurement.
Periodic cell of 220 atoms, Si132O88, from a study of silicon, its oxide and their interface. The atomic structure is a simulated model.

Settings: functional r2SCAN; potential files Ansatz PAW; basis plane waves; wave-function cutoff 800 eV; density cutoff ratio 5; exchange-correlation grid ratio 1; k mesh 1 x 1 x 1, shifted by 0.5 0.5 0 of a step; self-consistency stop 1e-10 eV per atom in the density residual; occupations fixed; spin none; net charge 0.

Cell vectors (angstrom)
a, 10.887, 0, 0
b, 0, 10.887, 0
c, 0, 0, 31.3558

Atoms: element, x, y, z (angstrom)
Si, 0.2144, -0.2614, 0.1265
Si, 2.6705, 2.6144, 0.3849
Si, 0.5068, 4.8527, -0.0692
Si, 2.3057, 8.2987, 0.0926
Si, 4.7776, 0.3491, 0.0053
Si, 7.6793, 2.9128, -0.096
Si, 5.4406, 5.1304, 0.2018
Si, 8.0485, 8.0176, -0.1288
Si, 1.2681, 1.2308, 1.5869
Si, 4.0382, 3.9951, 1.6428
Si, 1.2986, 6.6184, 1.3538
Si, 3.8816, 9.5294, 1.3676
Si, 6.6002, 1.3071, 1.2416
Si, 9.4986, 3.9488, 1.1304
Si, 6.6583, 6.8037, 1.3277
Si, 9.423, 9.4125, 1.2434
Si, -0.1536, 2.6809, 2.72
Si, 2.6554, -0.0873, 2.8931
Si, -0.1004, 8.0421, 2.6648
Si, 2.677, 5.4477, 2.8384
Si, 5.4476, 2.6123, 2.8416
Si, 8.0554, -0.0516, 2.5792
Si, 5.3379, 8.1896, 2.6831
Si, 8.1714, 5.4039, 2.5703
Si, 1.2638, 4.0432, 4.0858
Si, 4.0585, 1.2905, 4.1817
Si, 1.263, 9.4023, 4.109
Si, 4.0538, 6.8298, 4.122
Si, 6.8467, 4.0602, 4.0466
Si, 9.4046, 1.3, 4.0403
Si, 6.7449, 9.5149, 4.034
Si, 9.457, 6.7287, 4.057
Si, -0.0639, -0.0283, 5.4003
Si, 2.674, 2.709, 5.4399
Si, -0.0438, 5.4227, 5.4607
Si, 2.6874, 8.1436, 5.5008
Si, 5.4448, -0.0432, 5.4975
Si, 8.1514, 2.7038, 5.4572
Si, 5.4654, 5.44, 5.4016
Si, 8.1247, 8.1465, 5.3895
Si, 1.3281, 1.3354, 6.7837
Si, 4.0777, 4.0869, 6.7537
Si, 1.3396, 6.7727, 6.8313
Si, 4.073, 9.5072, 6.8543
Si, 6.7984, 1.3579, 6.8263
Si, 9.5196, 4.0598, 6.835
Si, 6.7996, 6.8036, 6.7915
Si, 9.4943, 9.5111, 6.7648
Si, 0.0284, 2.7185, 8.1817
Si, 2.7199, 0.0275, 8.1756
Si, 0.0023, 8.2036, 8.1424
Si, 2.7588, 5.4399, 8.1568
Si, 5.4351, 2.7537, 8.1434
Si, 8.188, -0.005, 8.1557
Si, 5.4738, 8.1588, 8.1919
Si, 8.177, 5.474, 8.1699
Si, 1.4131, 4.0992, 9.5295
Si, 4.1033, 1.4004, 9.5236
Si, 1.3809, 9.5389, 9.5323
Si, 4.1144, 6.7998, 9.5379
Si, 6.7945, 4.1222, 9.5085
Si, 9.5586, 1.3448, 9.5198
Si, 6.8563, 9.5371, 9.5413
Si, 9.5433, 6.8757, 9.5158
Si, 0.0359, 0.0068, 10.9132
Si, 2.7896, 2.7722, 10.9198
Si, 0.0866, 5.5641, 10.8201
Si, 2.7884, 8.1984, 10.8787
Si, 5.5038, 0.0442, 10.8545
Si, 8.1847, 2.7485, 10.8026
Si, 5.4872, 5.4879, 10.935
Si, 8.226, 8.2171, 10.9552
Si, 1.4236, 1.3804, 12.2258
Si, 4.1448, 4.1431, 12.3227
Si, 1.4452, 6.8814, 12.275
Si, 4.1948, 9.5474, 12.2196
Si, 6.861, 1.411, 12.2117
Si, 9.553, 4.1945, 12.0345
Si, 6.8499, 6.8674, 12.3122
Si, 9.6068, 9.5647, 12.357
Si, 0.0589, 2.9092, 13.3506
Si, 2.844, 0.0334, 13.5521
Si, 0.1489, 8.2458, 13.7331
Si, 2.8292, 5.5576, 13.6868
Si, 5.5436, 2.7717, 13.6292
Si, 8.2417, 0.1207, 13.6362
Si, 5.5523, 8.2652, 13.7153
Si, 8.2688, 5.4633, 13.5352
Si, 1.2089, 4.3149, 14.8309
Si, 4.3831, 1.1737, 14.9012
Si, 1.8141, 9.4232, 15.0153
Si, 3.9761, 7.1458, 15.0681
Si, 7.1445, 3.9266, 14.9182
Si, 9.4187, 1.8577, 14.7033
Si, 6.6769, 9.9174, 15.0169
Si, 9.8982, 6.5192, 14.8401
Si, 3.0068, 2.9559, 17.0343
Si, 13.2922, 0.7017, 26.9101
Si, -6.9298, 6.7576, 29.3651
Si, 9.2419, -3.9743, 17.7801
Si, 8.6926, 3.0938, 28.4883
Si, 21.8793, 11.17, 16.832
Si, 13.7713, -7.0563, 23.1204
Si, 7.0866, 16.7016, 19.4683
Si, 5.2607, -5.7011, 17.1437
Si, 5.8422, 4.1489, 23.5444
Si, 1.9805, -4.5493, 21.448
Si, -8.6679, -1.8504, 22.4931
Si, 3.5473, 11.8785, 22.4308
Si, -14.0806, -2.6239, 21.1257
Si, 11.8095, 13.2535, 18.9873
Si, 14.5024, 7.7802, 24.9793
Si, -11.3307, -3.7545, 26.6815
Si, 10.2871, 1.82, 21.5324
Si, 12.4249, 3.2227, 25.6622
Si, 0.0248, -9.8416, 28.6525
Si, -2.4161, -1.1777, 17.5418
Si, -1.3479, 5.9826, 29.293
Si, -11.6868, 1.629, 24.5657
Si, 19.0075, 11.1247, 20.1514
Si, -4.9262, -1.676, 29.278
Si, -3.4762, 13.6241, 25.5648
Si, 6.2291, 1.5686, 21.8343
Si, 19.9012, 6.4082, 24.2275
Si, -5.1636, 0.5535, 24.4091
Si, -0.1543, -0.6859, 26.288
Si, 4.8987, -11.9464, 26.6335
Si, 13.2234, -4.9894, 26.8276
Si, -1.9412, 4.6304, 21.4896
Si, -4.5406, -3.8686, 23.5914
Si, 11.1358, 16.1959, 19.3237
Si, 10.4763, 7.9138, 22.3065
O, -3.9287, 8.0579, -8.8172
O, -11.7062, -5.6316, -10.8335
O, -0.5459, -2.231, -5.1656
O, -10.592, -7.0526, -12.7153
O, -4.2957, 4.1113, -0.3452
O, -1.6274, 3.0629, -9.7436
O, 1.2473, 9.4579, -0.3846
O, 1.7172, 3.9027, -7.1392
O, 7.3548, -1.9393, -1.2936
O, 4.0725, -6.7642, -14.126
O, -1.0439, -0.8361, -14.5704
O, 12.5517, -5.0684, -11.4159
O, 7.8984, 2.9234, -4.2636
O, 8.8426, 6.7875, -0.8491
O, 10.6671, 0.6229, -1.1673
O, 0.089, 5.392, 15.3513
O, -2.1616, 4.6634, 28.8591
O, 5.4926, 0.0861, 15.4014
O, 3.695, 1.7215, 16.2674
O, 2.8642, 8.2683, 15.5404
O, 4.6791, 6.5197, 16.4107
O, 0.675, 2.1412, 20.5735
O, 11.4601, 17.5077, 22.2082
O, 10.5002, 1.4301, 15.8313
O, 6.4754, 4.5946, 16.2449
O, 6.9379, -3.5946, 20.085
O, 28.4196, -10.3277, 23.0671
O, 10.7131, 6.4454, 18.2468
O, 16.6181, 5.4335, 18.6725
O, 9.1586, 7.0592, 16.1812
O, -15.0312, -17.7203, 24.8968
O, 8.2915, 2.8432, 15.3908
O, 9.8931, 6.0698, 25.5594
O, 4.295, 14.7825, 23.9003
O, 13.6538, -5.7703, 22.1517
O, 6.292, -7.8311, 22.4495
O, 15.6296, 1.1576, 21.3548
O, 8.1825, 0.0556, 18.5461
O, 16.9616, 9.6283, 27.7257
O, 9.5435, 11.43, 20.8585
O, 13.616, 13.2745, 22.3853
O, -7.8968, 6.3492, 25.4093
O, -0.1728, 1.5601, 23.0709
O, 18.3451, 9.7873, 20.725
O, 28.93, 1.4659, 20.5337
O, 5.6665, -0.8224, 25.2284
O, 4.9866, 7.568, 24.1924
O, -7.4645, -15.6924, 28.009
O, -3.5906, -1.4226, 16.4615
O, 24.5128, 29.5663, 21.5348
O, 0.3124, 1.0568, 18.2343
O, -1.5806, -2.9028, 21.18
O, -0.6556, -10.9713, 27.7119
O, -6.9945, 0.1165, 27.1321
O, 2.5749, -8.8574, 26.0019
O, -4.8794, 5.6045, 22.8898
O, 7.5478, 15.7231, 20.6754
O, -5.6869, -11.3292, 30.0002
O, 7.5041, -4.1332, 24.6989
O, -6.3761, 5.566, 30.2963
O, 0.0821, 2.5163, 25.6052
O, 1.7867, 3.5135, 16.1246
O, -2.1054, 8.3545, 18.361
O, 3.7092, 1.5581, 30.9531
O, 2.7616, -3.3007, 30.0595
O, 11.9708, -4.0214, 27.089
O, 3.9473, -2.3455, 26.375
O, -2.2599, 2.2987, 24.5952
O, -1.2018, 7.7743, 23.6873
O, 11.4886, -1.7128, 22.317
O, -8.426, -8.422, 18.479
O, 10.1895, 2.4757, 28.4075
O, -9.1187, -6.5025, 26.7604
O, 1.6146, 1.1207, 28.287
O, 2.7607, 10.5075, 22.1011
O, 8.2179, 5.799, 18.3108
O, -1.9167, 5.3181, 22.9862
O, 12.2902, 10.355, 16.3074
O, -0.89, 0.1049, 25.0924
O, 10.9958, 5.5015, 29.833
O, 9.5883, 6.9731, 28.0368
O, -4.6316, -9.2714, 25.5
O, 2.6201, 8.6301, 24.0192
O, -6.677, 0.8608, 23.9108
O, 1.6478, 3.6867, 30.9592
O, 5.1697, 7.8082, 29.2455
O, 7.975, 2.3438, 29.7467
O, 1.4521, -0.4116, 26.1927

Results
free energy: -134624.086 eV
free energy less fixed offsets of O -570.45, Si -639.56 eV per atom: -2.566 eV

Forces (eV/angstrom), in the order of the atoms: element, x, y, z
Si, -0.0173, -0.0629, 0.1629
Si, 0.0135, -0.0241, 0.1532
Si, -0.0678, -0.0573, 0.1786
Si, -0.0013, 0.0838, 0.1678
Si, 0.0244, -0.0423, 0.2402
Si, -0.033, 0.0143, 0.2084
Si, 0.0734, -0.0059, 0.1333
Si, -0.0173, 0.04, 0.1735
Si, 0.0178, -0.0054, 0.0142
Si, -0.0133, -0.003, 0.016
Si, -0.0027, 0.0099, 0.0603
Si, -0.0027, -0.0094, 0.0134
Si, 0.0309, 0.012, -0.0118
Si, -0.0521, 0.0283, -0.0222
Si, 0.0006, -0.0129, -0.0158
Si, 0.0067, -0.0002, -0.0321
Si, 0.0369, -0.0274, 0.0351
Si, -0.0416, -0.003, 0.0492
Si, -0.0014, 0.0135, 0.0437
Si, 0.0267, -0.0239, 0.0411
Si, -0.0171, 0.0311, 0.0619
Si, -0.0168, 0.0082, 0.0184
Si, -0.0018, 0.0112, 0.023
Si, -0.0294, -0.0143, 0.0498
Si, -0.0054, 0.0015, -0.0302
Si, -0.0014, -0.0122, 0.0074
Si, 0.0168, 0.0311, -0.009
Si, -0.0175, -0.0228, 0.002
Si, -0.0226, 0.001, -0.0317
Si, 0.0204, 0.0117, -0.0129
Si, -0.0076, -0.0037, -0.0199
Si, -0.0156, 0.0171, -0.0227
Si, -0.0104, -0.0048, 0.0002
Si, 0.0128, -0.0028, 0.0127
Si, 0.0113, -0.0005, 0.0071
Si, -0.0025, 0.0094, 0.0071
Si, -0.0128, 0.0236, 0.0057
Si, 0.0076, -0.0047, 0.0069
Si, 0.0108, 0.0081, 0.0075
Si, 0.0042, 0.0023, 0.0046
Si, -0.004, -0.0026, 0.0089
Si, -0.0172, -0.0136, 0.0137
Si, -0.0129, -0.0012, 0.0073
Si, -0.0061, -0.0003, 0.0167
Si, -0.0132, -0.0043, 0.0129
Si, -0.0122, -0.0068, 0.0083
Si, 0.0012, -0.0107, 0.0066
Si, 0.0045, 0.0049, -0.0036
Si, -0.0017, 0.0176, -0.0166
Si, 0.0108, -0.001, -0.007
Si, 0.0048, -0.0001, -0.007
Si, -0.0089, 0.0162, -0.0001
Si, 0.008, -0.0062, -0.0037
Si, 0.0058, 0.0108, -0.0071
Si, -0.0147, 0.0079, -0.0125
Si, 0.0108, -0.0037, -0.0129
Si, -0.0104, -0.0198, 0.0014
Si, -0.0101, 0.0031, -0.0014
Si, 0.0013, 0.0006, -0.0102
Si, -0.0014, -0.0068, -0.0056
Si, -0.0034, 0.0087, -0.0025
Si, -0.0041, -0.0099, -0.0171
Si, -0.0146, -0.002, -0.0083
Si, 0.0172, -0.0119, -0.0147
Si, 0.015, 0.0126, 0.0022
Si, -0.0138, 0.0047, 0.0186
Si, -0.044, -0.0041, 0.0026
Si, 0.0171, 0.0099, 0.022
Si, -0.0115, -0.0271, 0.018
Si, 0.0207, 0.0108, 0.0066
Si, 0.0054, -0.0072, 0.0187
Si, -0.0048, 0.0123, 0.0099
Si, -0.0068, 0.0181, -0.0043
Si, -0.0048, -0.0117, -0.0216
Si, 0.0188, -0.002, -0.0459
Si, -0.0067, 0.0326, -0.0559
Si, -0.0145, 0.0109, -0.0482
Si, 0.0352, 0.0013, -0.0714
Si, 0.0023, -0.0127, -0.0067
Si, -0.0089, -0.0029, -0.0232
Si, -0.0035, -0.0191, -0.0487
Si, 0.0102, 0.0001, -0.0173
Si, -0.0024, -0.009, 0.0153
Si, 0.0001, 0.0206, 0.0197
Si, -0.0011, -0.0266, 0.0091
Si, -0.0104, 0.0021, 0.0151
Si, -0.0203, 0.01, 0.0004
Si, 0.0084, -0.0048, -0.012
Si, 0.0308, 0.0661, -0.1738
Si, 0.0588, 0.0286, -0.1945
Si, -0.019, -0.0626, -0.2266
Si, -0.028, -0.0103, -0.2316
Si, -0.0328, -0.0188, -0.2005
Si, -0.0496, -0.0366, -0.1662
Si, -0.0344, 0.0332, -0.224
Si, 0.0644, 0.0113, -0.2151
Si, 0.0279, 0.0307, -0.2318
Si, -0.093, -0.0265, 0.1824
Si, -0.0199, 0.0492, 0.2648
Si, -0.0102, 0.029, -0.2599
Si, 0.0349, -0.0378, 0.3045
Si, 0.0278, -0.0102, -0.1924
Si, -0.0348, 0.0381, 0.0401
Si, -0.0115, -0.0106, -0.2344
Si, -0.0386, -0.0232, -0.3038
Si, 0.0383, -0.0224, 0.0313
Si, -0.0651, -0.0664, -0.1129
Si, 0.0096, -0.0504, 0.0234
Si, 0.0103, 0.0075, 0.0027
Si, -0.0013, -0.011, -0.1237
Si, 0.0704, -0.0071, -0.2499
Si, 0.0008, -0.0064, 0.1633
Si, 0.0079, 0.0206, 0.2172
Si, 0.0261, 0.0014, -0.0856
Si, 0.0219, -0.0168, 0.1415
Si, -0.0163, -0.026, 0.2773
Si, 0.0061, -0.0166, -0.2711
Si, 0.0619, -0.0128, 0.2898
Si, 0.0094, -0.0344, 0.0726
Si, 0.0657, -0.0666, -0.1885
Si, 0.0001, 0.0207, 0.3106
Si, 0.111, -0.0191, 0.158
Si, 0.053, -0.0253, -0.056
Si, 0.0646, -0.0306, 0.0576
Si, 0.0501, -0.0469, 0.0733
Si, 0.0174, 0.0079, 0.1817
Si, 0.0359, -0.0217, 0.228
Si, -0.0073, 0.0401, 0.2135
Si, 0.0041, 0.0334, -0.1194
Si, 0.0242, 0.0206, 0.0116
Si, -0.0441, -0.0229, -0.2026
Si, -0.0386, -0.0006, -0.0274
O, -0.0019, 0.018, 0.0427
O, -0.04, 0.0114, 0.1009
O, -0.0209, 0.0082, -0.069
O, -0.0379, 0.0265, 0.0766
O, 0.0151, 0.0076, -0.0573
O, -0.0231, -0.0219, 0.0138
O, -0.0264, -0.0173, -0.089
O, 0.0128, 0.028, -0.0777
O, -0.0533, 0.0709, -0.1044
O, 0.0112, 0.0053, 0.0857
O, -0.0475, -0.0183, 0.084
O, 0.0669, 0.0513, 0.0831
O, -0.0871, -0.0031, -0.1789
O, 0.0646, -0.0928, -0.1453
O, 0.0031, 0.0721, -0.1513
O, -0.0236, 0.0181, 0.0785
O, -0.0372, -0.0085, -0.1032
O, 0.001, -0.0081, 0.0783
O, -0.041, 0.0053, 0.1383
O, 0.0123, 0.0196, 0.0731
O, 0.0611, -0.0442, 0.1728
O, -0.0183, -0.017, 0.136
O, -0.0083, -0.0043, -0.0046
O, 0.0702, -0.0113, 0.1165
O, -0.0512, 0.0595, 0.1657
O, -0.0103, 0.0568, 0.0695
O, 0.0059, -0.0042, -0.0102
O, 0.0473, -0.0442, 0.1214
O, 0.0497, 0.0257, 0.1996
O, -0.0385, 0.0271, 0.1836
O, -0.0384, 0.0464, -0.0364
O, -0.0116, -0.0006, 0.0663
O, -0.0451, -0.049, -0.1196
O, 0.0094, -0.0219, 0.017
O, 0.0461, 0.003, 0.01
O, 0.0014, 0.0396, -0.0086
O, -0.0084, -0.0016, 0.0044
O, -0.0312, 0.0647, 0.1661
O, -0.0227, 0.0333, -0.1941
O, 0.0147, 0.0156, 0.0354
O, -0.0283, -0.0099, -0.0159
O, 0.0223, 0.0109, -0.102
O, 0.037, -0.0078, -0.0234
O, -0.0351, -0.009, 0.054
O, -0.0347, 0.0491, 0.0459
O, 0.0225, 0.027, -0.0884
O, 0.0111, -0.0044, -0.0393
O, -0.0234, -0.0451, -0.1781
O, 0.0628, -0.0069, 0.1947
O, 0.0359, 0.0257, 0.0139
O, -0.0145, 0.0382, 0.1412
O, 0.051, -0.0037, 0.031
O, -0.0068, -0.0487, -0.1426
O, 0.0153, -0.0001, -0.0649
O, 0.0277, 0.0481, -0.0763
O, 0.0016, -0.0173, -0.0236
O, 0.034, -0.0484, 0.0978
O, 0.023, -0.0457, -0.174
O, -0.0329, -0.0024, -0.0022
O, -0.0732, 0.0068, -0.1132
O, -0.0183, 0.0149, -0.0366
O, 0.0189, -0.073, 0.1469
O, -0.0107, -0.016, 0.1638
O, 0.012, 0.0044, -0.1018
O, 0.0423, -0.068, -0.1462
O, 0.0261, 0.0013, -0.0447
O, -0.0199, -0.0415, -0.0751
O, -0.0343, 0.0204, -0.0389
O, -0.0039, 0.0168, 0.0132
O, 0.0265, 0.0059, -0.0022
O, -0.032, -0.031, 0.1609
O, 0.012, 0.028, -0.1036
O, -0.0098, -0.0401, -0.0589
O, 0.0607, -0.0058, -0.1139
O, -0.0072, 0.0023, -0.0168
O, -0.0026, -0.0393, 0.1332
O, -0.0092, 0.0052, 0.0253
O, -0.025, 0.0488, 0.1448
O, -0.0366, 0.0217, -0.0766
O, -0.0255, 0.0339, -0.1416
O, 0.0138, 0.0459, -0.1547
O, -0.0444, 0.0068, -0.0437
O, -0.0211, 0.0361, -0.0485
O, -0.0133, 0.0158, -0.0057
O, -0.0309, 0.0333, -0.0942
O, 0.0105, -0.0027, -0.1146
O, 0.0264, -0.006, -0.1833
O, 0.0236, -0.0305, -0.0694

The program warned: the cutoff lies below the one the program advises for these potential files; the forces do not sum to zero within the program's tolerance; empty levels may hold ghost states of the PAW files; the exchange-correlation potential is rough where the density is thin.
